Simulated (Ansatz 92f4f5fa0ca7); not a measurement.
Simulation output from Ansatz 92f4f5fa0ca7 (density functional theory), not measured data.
Periodic cell of 282 atoms, Si169O107H6, from a study of silicon, its oxide and their interface. The atomic structure is a simulated model.

Settings: functional PBE; potential files Ansatz PAW; basis plane waves; wave-function cutoff 700 eV; density cutoff ratio 5; exchange-correlation grid ratio 1; k mesh 2 x 2 x 1, shifted by 0.5 0.5 0.5 of a step; self-consistency stop 5e-08 eV per atom in the density residual; occupations fixed; spin none; net charge 0.

Cell vectors (angstrom)
a  11.6015  0  0
b  0  13.3963  0
c  0  0  30.9894

Atoms and the computed forces on them: element, x, y, z (angstrom), force x, y, z (eV/angstrom)
Si  11.7597  0.1154  24.1493  0.075  -0.0063  -0.0774
Si  3.8821  0.0354  24.2989  -0.0035  -0.009  0.0002
Si  7.6886  0.1025  24.0282  -0.0584  -0.0174  -0.0879
Si  2.0809  3.4037  24.2811  0.0479  -0.011  -0.0686
Si  5.8197  3.3882  24.3273  -0.0179  0  -0.0018
Si  9.7026  3.4094  24.1926  -0.0192  -0.0148  -0.0888
Si  11.5315  6.6919  24.3615  -0.0259  0.0036  -0.0604
Si  3.8244  6.6901  24.4329  -0.0242  -0.0255  -0.0591
Si  7.7772  6.7715  24.424  0.0377  0.0041  -0.0086
Si  1.8619  9.9938  24.2145  -0.0456  0.0073  -0.0476
Si  5.8157  10.1606  24.1564  0.0242  0.0039  -0.0807
Si  9.7342  10.0468  24.5951  0.0533  -0.0213  -0.0462
Si  11.665  2.3192  24.9763  0.0233  0.0051  0.0239
Si  3.9218  2.2411  25.1422  0.0192  -0.0238  -0.0234
Si  7.7819  2.2651  24.9859  -0.0163  0.019  0.0191
Si  1.8923  5.5957  25.1478  -0.043  0.0089  0.0088
Si  5.8229  5.6202  25.0925  0.0126  -0.0059  0.0207
Si  9.6507  5.5731  25.1664  -0.0189  0.0101  -0.0084
Si  11.6505  8.8958  25.2727  0.053  0.0073  -0.0276
Si  3.8829  8.99  24.959  0.0105  0.007  0.0422
Si  7.6865  9.0166  25.1216  -0.0139  -0.0122  0.0106
Si  1.957  12.2531  25.0101  0.0233  -0.0094  -0.0117
Si  5.8429  12.3504  25.0089  -0.0146  0.0068  -0.0043
Si  9.7009  12.4017  24.8188  0.0095  0.0118  0.0567
Si  11.6315  2.2432  27.3796  -0.005  0.0166  -0.0263
Si  3.8931  2.2234  27.4824  -0.0181  -0.001  -0.0115
Si  7.7714  2.2234  27.3827  0.0003  0.0087  -0.0197
Si  1.9206  5.5676  27.4957  -0.0009  0.0171  -0.0174
Si  5.8078  5.5896  27.4524  0.0066  0.0086  -0.022
Si  9.6682  5.5569  27.506  0.0121  0.0111  -0.0104
Si  11.6536  8.9018  27.5824  0.0035  0.015  -0.0001
Si  3.8919  8.9549  27.3748  -0.0016  0.027  -0.0308
Si  7.7164  8.9662  27.4741  -0.0202  0.0037  -0.0214
Si  1.9429  12.2593  27.3961  -0.0018  0.0079  -0.0168
Si  5.8308  12.2932  27.3989  0.009  -0.005  -0.0248
Si  9.6868  12.3312  27.2932  -0.0028  0.0057  -0.0435
Si  1.941  1.1013  28.2102  0.0036  -0.0073  0.004
Si  5.8412  1.1168  28.2218  0.0093  0.0046  -0.0065
Si  9.7008  1.1237  28.1997  -0.0133  -0.0034  0.0098
Si  11.6031  4.4424  28.2522  -0.0008  -0.0071  -0.0054
Si  3.8754  4.4606  28.2366  0.0212  0.0081  0.0065
Si  7.726  4.4417  28.2337  -0.0095  -0.0032  -0.0025
Si  1.9982  7.804  28.255  0.0143  -0.0118  -0.0018
Si  5.797  7.8261  28.233  -0.0089  -0.0125  0.0065
Si  9.6603  7.8116  28.2376  -0.0245  0.0083  -0.0067
Si  11.5942  11.1852  28.2042  -0.0076  -0.0014  0.0106
Si  3.8871  11.1732  28.2073  0.0049  0.0071  -0.0051
Si  7.7699  11.2062  28.2053  0.0077  0.0087  0.0144
Si  1.9336  1.1164  30.5945  -0.0519  -0.0388  -0.1508
Si  5.8008  1.1164  30.5945  0.0969  -0.0373  -0.0335
Si  9.6679  1.1164  30.5945  0.0656  -0.0059  -0.2669
Si  0  4.4654  30.5945  -0.0028  -0.0766  0.2456
Si  3.8672  4.4654  30.5945  0.0195  0.0368  0.1019
Si  7.7343  4.4654  30.5945  -0.0275  -0.0793  0.0779
Si  1.9336  7.8145  30.5945  0.2302  -0.0012  0.1818
Si  5.8008  7.8145  30.5945  -0.0819  0.038  -0.0364
Si  9.6679  7.8145  30.5945  -0.0666  -0.0056  0.1222
Si  0  11.1635  30.5945  -0.0841  0.1558  -0.1399
Si  3.8672  11.1635  30.5945  0.0524  0.005  -0.1018
Si  7.7343  11.1635  30.5945  0.1232  0.1613  -0.1133
Si  0  0  0.3944  -0.0907  0.0602  -0.0521
Si  3.8672  0  0.3944  0.0228  0.1532  -0.1469
Si  7.7343  0  0.3944  0.0481  0.0292  0.0318
Si  1.9336  3.3491  0.3944  0.04  -0.1073  0.1962
Si  5.8008  3.3491  0.3944  -0.0279  0.0204  0.4037
Si  9.6679  3.3491  0.3944  -0.0428  -0.1245  0.087
Si  0  6.6981  0.3944  -0.0039  -0.0216  -0.1901
Si  3.8672  6.6981  0.3944  0.0282  -0.0179  0.1184
Si  7.7343  6.6981  0.3944  -0.135  -0.0143  -0.0565
Si  1.9336  10.0472  0.3944  -0.0108  -0.175  -0.223
Si  5.8008  10.0472  0.3944  -0.0909  -0.1625  -0.0892
Si  9.6679  10.0472  0.3944  -0.0071  0.0138  0.0396
Si  11.5857  0.0024  2.7501  -0.0233  0.0113  -0.0062
Si  3.8734  0.0165  2.7485  0.0214  0.0076  0.006
Si  7.7438  -0.0074  2.762  -0.005  0.0029  -0.0005
Si  1.9362  3.3092  2.7904  0.0058  -0.004  -0.0062
Si  5.7867  3.3443  2.8216  -0.0031  0.0031  -0.0157
Si  9.644  3.3082  2.7712  -0.0097  -0.004  0
Si  11.5848  6.6712  2.7449  -0.0062  -0.0035  0.0049
Si  3.8612  6.6717  2.7629  0.0241  0.0006  -0.0007
Si  7.6881  6.6808  2.7558  -0.0203  -0.0013  0.002
Si  1.9128  10.0078  2.7409  0.0096  0.0055  0.0022
Si  5.7703  10.0095  2.7561  -0.0045  -0.0119  -0.0043
Si  9.6539  10.0441  2.7681  -0.0089  0.0099  0.0017
Si  11.5857  2.217  3.5947  -0.0001  -0.0045  0.027
Si  3.868  2.2136  3.6744  0.0106  -0.0086  0.0286
Si  7.7146  2.1996  3.6262  -0.0042  0.0005  0.03
Si  1.9222  5.5576  3.5192  -0.0027  -0.0117  0.0249
Si  5.7728  5.5894  3.6549  -0.0024  -0.019  0.0232
Si  9.6282  5.5607  3.4777  0.0102  -0.005  0.011
Si  11.5772  8.8949  3.536  0.0027  -0.0129  0.0194
Si  3.8254  8.8886  3.5717  -0.0045  -0.0043  0.029
Si  7.7171  8.9102  3.5337  0.0099  -0.0071  0.0147
Si  1.9323  12.2601  3.4165  -0.0026  -0.0205  0.0114
Si  5.7969  12.2516  3.4663  -0.0111  0.0022  0.0051
Si  9.6745  12.2798  3.5788  0.0008  -0.0219  0.0217
Si  11.5755  2.191  5.99  -0.0033  0.0058  -0.015
Si  3.8636  2.1565  6.1181  0.0086  0.0042  -0.0391
Si  7.7006  2.1618  6.0324  0.01  0.0384  -0.0071
Si  1.9072  5.5256  5.8742  -0.0019  -0.0146  0.0027
Si  5.7612  5.6306  6.0791  0.0189  -0.0048  -0.0328
Si  9.5947  5.5291  5.8126  -0.0381  -0.0044  0.0173
Si  11.554  8.8426  5.9048  -0.0072  0.0187  -0.0034
Si  3.7574  8.8787  5.9601  -0.0253  0.0168  -0.0312
Si  7.7108  8.9086  5.8964  0.0164  0.003  -0.0123
Si  1.9273  12.2129  5.7249  0.0166  -0.0142  0.025
Si  5.7815  12.1855  5.7908  -0.0089  -0.0174  0.0152
Si  9.6811  12.2681  5.9623  0.0115  -0.0274  -0.0254
Si  1.8752  0.95  6.6737  -0.0126  0.0002  0.0683
Si  5.8147  0.9059  6.774  0.0177  0.0042  0.0594
Si  9.6625  1.0764  6.8426  0.0017  0.0143  0.0642
Si  11.5302  4.4757  6.6105  -0.0156  0.0145  0.077
Si  3.8166  4.4637  6.7871  -0.0199  0.0071  0.0816
Si  7.7016  4.4349  6.7124  0.0208  -0.0122  0.0069
Si  1.8351  7.6976  6.7813  -0.0252  0.0042  0.0819
Si  5.7457  7.949  6.7876  0.0174  0.0232  0.0509
Si  9.6054  7.7245  6.6634  0.0042  0.0129  0.0777
Si  11.6494  11.0959  6.5905  0.0354  0.0005  0.0802
Si  3.8273  11.1384  6.5928  -0.0137  -0.011  0.0097
Si  7.7236  11.1444  6.6159  -0.0123  0.0039  0.0295
H  3.8034  11.2422  8.0871  -0.0003  -0.0072  0.0009
H  7.8374  4.4975  8.2068  -0.0098  -0.0093  0.0027
H  7.6511  11.1893  8.1107  0.0048  -0.0091  0.0015
O  5.6865  8.3818  8.4147  0.021  -0.0173  -0.0086
O  11.3572  4.7489  8.2416  0.0338  -0.0267  0.0051
O  9.6911  1.0046  8.519  0.0038  0.0009  -0.0252
O  3.7093  4.6926  8.4477  -0.0032  -0.028  -0.0113
O  0.3553  11.1248  8.2221  -0.0443  -0.032  0.0216
O  1.7178  0.4787  8.2809  0.0247  0.0065  -0.0024
O  1.6539  7.4957  8.4382  0.0136  0.0053  -0.0266
O  5.9791  0.4065  8.3707  -0.0287  0.0061  -0.0308
O  9.5926  7.5905  8.3326  -0.0018  0.0155  -0.0068
H  5.7463  3.3781  22.8275  0.0015  0.0071  0.0027
H  3.8938  0.0925  22.7992  -0.0028  0.0031  0.0023
H  7.9559  6.805  22.952  -0.0032  0.0079  -0.0055
O  5.9046  10.3669  22.472  -0.0166  -0.0063  0.033
O  3.5824  6.4599  22.7882  0.0496  0.0297  -0.0086
O  10.0885  9.5643  23.0557  -0.0512  0.0301  -0.0226
O  11.2934  6.5735  22.7078  0.0448  0.0141  0.003
O  9.763  3.4411  22.5107  -0.0163  0.0095  0.025
O  2.4745  3.4006  22.6506  -0.0574  0.02  -0.0035
O  1.6671  9.8516  22.5559  -0.0039  0.0104  0.0244
O  0.5901  0.305  22.5357  -0.0331  0.0158  -0.0123
O  7.433  0.2389  22.3639  0.0339  0.0136  0.0093
Si  8.9809  3.6156  21.0838  -0.0033  0.0109  -0.0107
Si  3.8194  6.25  16.6437  0.0025  0.0056  -0.0023
Si  11.7832  13.1305  11.4613  0.0014  -0.0055  0.0033
Si  5.8513  11.3714  11.5849  0.004  -0.0048  -0.0014
Si  6.8489  5.8001  20.4994  -0.0022  0.0059  0.0027
Si  1.0049  0.4725  16.1661  -0.0017  -0.0003  -0.0002
Si  4.3888  4.0105  14.645  -0.0005  0.001  0.001
Si  4.3773  7.0165  21.4987  0.0061  -0.0012  0.0003
Si  4.5233  9.2715  16.5764  0.0037  -0.0048  0.0008
Si  10.8223  6.5522  11.5073  -0.0077  -0.0016  0.0036
Si  10.3424  6.6303  14.6662  -0.0039  0.0041  0.0001
Si  1.7281  3.0164  14.9771  0.0023  0.0017  -0.0059
Si  5.2988  9.832  21.0516  -0.0096  -0.0061  -0.0175
Si  6.2677  9.0106  9.7999  0.0025  0.0089  0.0084
Si  8.0404  1.3124  13.8821  0.0029  -0.0029  -0.0012
Si  5.4459  0.5069  9.91  -0.0044  0.0059  0.0213
Si  3.2525  10.5534  19.0678  0.0029  0.0016  -0.0035
Si  7.8292  8.5663  19.7177  0.004  -0.0048  0.0042
Si  0.8944  11.6415  14.0725  -0.0012  -0.0011  -0.0012
Si  0.2019  10.4846  9.6992  -0.0304  0.0151  0.0106
Si  0.9841  5.4857  16.7017  0.0038  0.0034  0.0025
Si  7.1594  2.6822  11.1797  0.0002  0.0063  0.0032
Si  9.8652  12.4743  20.0584  0.0038  -0.005  0.0029
Si  6.5215  2.6444  16.2978  0.0002  0.0038  0.0037
Si  4.3529  7.6525  11.7116  0.0038  0.0007  0.0033
Si  9.9559  1.6813  9.985  0.003  0.0058  0.0143
Si  9.9142  9.8954  21.5069  -0.0051  0.001  0.0106
Si  7.6911  11.632  13.9465  0.0016  0.0012  -0.0027
Si  2.5751  13.4443  18.7246  -0.0003  0.0046  -0.0024
Si  4.2229  4.9681  19.4433  0.0046  -0.0005  0.0025
Si  0.3119  6.4031  21.2095  -0.0037  -0.0036  -0.005
Si  0.7709  0.7459  20.9791  -0.0053  0.0005  -0.0075
Si  7.4918  0.7855  20.8154  -0.0028  0.007  -0.0157
Si  10.4716  5.1843  18.9715  -0.0029  0.0013  0
Si  5.2752  4.7134  11.9445  0.0029  0.0011  0.0019
Si  10.1215  9.8211  14.9969  0.0006  -0.0031  -0.002
Si  3.6712  10.1348  13.5446  -0.0031  0.0033  0.0026
Si  1.9641  3.6303  21.1169  -0.0022  0.0034  -0.0082
Si  10.5954  2.3823  15.0727  0.0023  0.0006  -0.0012
Si  1.7311  7.9277  10.0132  0.0046  0.0042  0.0109
Si  2.4354  0.9077  9.6758  -0.0031  0.0054  0.0029
Si  8.9264  4.6596  16.4036  -0.0052  0.0041  0.0001
Si  1.2285  9.2461  21.1009  -0.0115  -0.0028  -0.0196
Si  5.5474  0.6665  18.4646  -0.0034  0.0038  -0.0018
Si  9.2643  10.5434  17.777  0.0037  0.0003  -0.0009
Si  9.3655  8.4276  9.7148  0.007  0.0164  0.0062
Si  6.5507  11.5393  16.7132  -0.0015  0.0011  -0.0023
Si  3.0568  4.0138  9.7795  -0.0034  -0.0103  0.0098
Si  0.0211  4.2764  9.7684  -0.0027  -0.0036  0.0026
O  8.5999  9.1894  18.4233  -0.0086  0.019  0.0091
O  2.0906  13.4642  20.289  -0.0188  0.0101  -0.0147
O  5.9592  6.5886  21.634  -0.0149  -0.004  -0.0426
O  3.2046  7.5015  10.5616  -0.0097  0.0168  0.0113
O  1.613  4.0539  16.2311  0.0003  0.005  -0.0219
O  5.7574  8.133  11.057  -0.0091  0.0103  -0.0183
O  2.8874  11.9194  18.2996  0.0041  0.0109  0.0244
O  10.2769  10.0884  16.5966  -0.0257  0.0068  -0.0127
O  1.4697  0.5943  10.9409  -0.01  -0.0174  -0.0195
O  8.5947  2.4778  10.4268  0.0064  -0.0152  0.0022
O  11.5732  6.1686  15.6297  -0.0154  -0.0042  0.0008
O  7.8795  9.049  9.7572  -0.0022  -0.0144  -0.0078
O  10.4025  0.548  11.0906  0.021  0.0058  -0.0205
O  0.1386  11.6734  10.7753  0.0022  -0.0101  -0.0309
O  6.529  11.8251  15.096  0.0225  -0.0139  0.0093
O  3.5448  9.5143  17.8539  0.0071  0.0108  -0.0001
O  5.9079  1.9977  10.3804  0.0121  -0.0137  0
O  1.4918  9.5475  10.0751  -0.0238  -0.0132  -0.0102
O  2.8319  2.4533  9.4605  -0.0017  0.0105  0.0201
O  0.277  5.1325  18.1318  -0.0154  0.0122  -0.0156
O  11.396  10.4511  14.2201  -0.0072  0.0151  0.0176
O  11.2234  2.7048  9.8815  -0.0211  0.0131  -0.0004
O  10.412  9.6597  9.7816  0.0327  -0.0149  -0.0119
O  2.2174  6.5593  16.8207  0.0119  -0.0254  -0.0048
O  7.2323  1.5917  15.2712  0.0031  0.0182  -0.0075
O  0.6105  7.2411  10.9854  -0.0059  0.0116  -0.0117
O  9.2926  5.3832  17.8367  0.016  -0.0229  -0.0142
O  4.589  11.1255  12.6056  0.01  -0.0091  -0.0107
O  7.4279  4.0077  16.454  0.013  -0.0214  -0.0099
O  10.1312  11.4745  18.7987  -0.0187  0.0125  0.0099
O  10.7551  6.3365  13.1167  -0.0042  0.0088  -0.0066
O  11.2799  9.5487  20.7313  -0.0088  -0.0019  0.0243
O  9.6503  11.5062  21.3677  0.011  -0.0101  -0.0267
O  6.3253  1.9055  17.7345  -0.0104  -0.0179  -0.0108
O  11.0431  0.1844  20.2141  0.0065  -0.0083  0.0053
O  3.7456  8.6454  12.8565  0.0112  0.0057  -0.0135
O  1.3427  0.5105  17.7584  0.0132  -0.0047  -0.0032
O  1.5787  4.5912  10.1517  0.0034  -0.0134  -0.0147
O  2.0674  1.4954  15.4567  -0.0356  0.0065  0.0053
O  4.0456  4.1819  11.0343  -0.0048  0.0002  -0.0162
O  10.0254  8.2177  14.7694  0.0093  -0.0011  0.004
O  4.8537  6.2362  12.3249  -0.018  0.0067  0.0002
O  7.2466  1.9575  12.6323  0.0118  0.0001  -0.0102
O  6.4236  9.3285  19.9979  0.0074  -0.0099  0.012
O  5.9165  10.0473  16.9327  -0.0069  0.0147  -0.0032
O  4.037  9.8772  15.1276  0.0044  -0.0062  0.0032
O  9.5637  7.4693  11.018  0.0268  0.0048  -0.0204
O  0.9906  2.3579  20.7586  0.0119  0.0001  0.0082
O  8.7787  10.5372  14.4368  0.0116  0.0069  0.0098
O  6.7204  4.2801  11.2601  -0.0069  -0.0204  -0.0034
O  10.7043  6.3932  20.0772  0.019  -0.0181  0.0118
O  3.2439  3.7938  20.0672  -0.014  0.0193  0.0153
O  4.1678  5.5023  15.2439  -0.0068  -0.0258  0.007
O  8.0264  4.9385  21.1951  0.0053  -0.0115  -0.022
O  7.1461  11.0401  12.5249  -0.0108  0.0186  0.008
O  2.9617  3.4745  14.0415  0.0005  0.0068  0.0294
O  0.2666  3.0113  14.2415  0.0079  -0.0154  0.0372
O  0.3664  12.8297  13.0599  0.0073  -0.0162  -0.0082
O  3.9315  0.9324  18.5112  0.0035  -0.023  -0.0019
O  5.7456  10.5147  10.1858  0.0069  -0.0087  0.0097
O  4.4448  10.8979  20.157  -0.012  -0.0136  0.0028
O  1.3804  7.6214  21.0035  -0.0187  0.0117  0.0059
O  7.5159  6.9661  19.543  -0.0077  0.0184  0.0249
O  4.2576  8.6298  21.441  0.0249  -0.0041  -0.0082
O  1.1515  12.3764  15.5179  -0.0087  0.0174  -0.0182
O  8.0938  11.5077  17.2048  -0.0051  -0.0175  0.0006
O  5.3997  3.9913  13.3911  -0.0188  0.0046  0.0129
O  8.0394  2.3211  20.8091  0.0096  -0.01  0.0084
O  3.7788  6.3847  20.1302  0.0226  -0.0203  0.015
O  9.0381  5.7564  15.1769  0.0261  -0.0067  0.0206
O  6.0588  0.6478  20.0302  0.0109  0.0092  0.0002
O  5.8245  4.7442  19.7662  -0.0088  0.0256  0.0121
O  10.0087  3.4531  16.1565  -0.0067  0.0115  -0.0193
O  5.0273  3.0263  15.7704  0.0125  0.0186  -0.0085
O  5.7949  12.6863  17.5955  0.0061  0.0089  -0.0031
O  2.2216  10.8759  13.5232  -0.0055  0.0082  0.0128
O  10.6861  5.0879  10.8133  0.0227  0.0116  -0.0117
O  6.0615  12.8886  11.0272  -0.0017  0.0057  0.0004
O  8.3136  13.1163  13.6926  -0.0183  0.0015  0.0109
O  8.7439  8.8911  21.0152  0.0027  0.0075  -0.0308
O  4.1752  5.1864  17.838  -0.0077  0.0086  0.002
O  2.0171  9.9593  19.9014  0.0118  0.0032  0.009
O  8.4773  13.2825  19.8804  0.0116  0.0061  0.0179
O  11.0922  1.0651  15.9196  0.0273  0.0213  -0.017
O  1.0825  4.9862  21.0515  0.0054  0.0008  0.0036
O  4.6793  7.6402  16.5669  -0.0114  0.0072  -0.0031
O  3.8539  0.1579  9.9331  0.0002  0.0106  -0.011
O  10.0442  3.8506  19.8483  -0.018  0.0192  0.0164
O  9.4954  2.0334  13.9495  -0.0114  -0.004  0.0253

Results
free energy: -168411.410 eV
free energy less fixed offsets of H -17.10, O -569.03, Si -635.61 eV per atom: -4.510 eV

The program warned: the cutoff lies below the one the program advises for these potential files; the forces do not sum to zero within the program's tolerance; the exchange-correlation potential is rough where the density is thin.
